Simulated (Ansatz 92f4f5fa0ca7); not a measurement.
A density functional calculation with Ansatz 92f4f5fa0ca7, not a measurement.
Periodic cell of 273 atoms, Si166O106B1, from a study of silicon, its oxide and their interface. The atomic structure is a simulated model.
Doubt: the cutoff is far below the 930 eV that the study's wrapper takes by default for these files, so forces and energies are approximate.
This geometry differs little from another in the collection (a relaxation step or a small displacement).

Settings: functional PBE; potential files Ansatz PAW; basis plane waves; wave-function cutoff 580 eV; density cutoff ratio 5; exchange-correlation grid ratio 1; k mesh 1 x 1 x 1, Gamma-centred; self-consistency stop 5e-08 eV per atom in the density residual; occupations fixed; spin none; net charge -1 e, with a uniform compensating background and no finite-size correction.

Cell vectors (angstrom)
a, 11.6015, 0, 0
b, 0, 13.3963, 0
c, 0, 0, 29.8085

Atoms and the computed forces on them: element, x, y, z (angstrom), force x, y, z (eV/angstrom)
Si, 11.5662, 0.1742, 22.9173, -0.1016, 0.0913, -0.0438
Si, 3.9271, 0.1514, 23.0362, 0.0233, 0.0429, -0.053
Si, 7.6884, 0.4027, 23.1675, -0.0387, 0.2347, -0.0061
Si, 2.0642, 3.4672, 22.9019, -0.0057, -0.0721, -0.0103
Si, 6.1012, 3.5381, 23.0603, 0.161, -0.0885, -0.0845
Si, 9.5464, 3.3944, 23.0797, -0.2591, -0.0842, -0.1128
Si, 11.6338, 6.8424, 23.0911, 0.0007, -0.0472, -0.0357
Si, 3.998, 7.0215, 23.2015, -0.0023, -0.0425, -0.0394
Si, 7.7978, 6.8748, 23.2527, -0.0056, 0.0148, -0.0479
Si, 2.0407, 10.2112, 23.2688, -0.0069, -0.0401, -0.025
Si, 5.8803, 10.1561, 23.3024, -0.0076, -0.0039, -0.0092
Si, 9.8284, 10.1414, 23.2456, -0.0111, -0.0473, -0.0122
Si, 11.6264, 2.3963, 23.7362, 0.183, -0.017, -0.0256
Si, 4.0452, 2.4108, 23.7315, -0.1193, -0.0249, 0.017
B, 7.7839, 2.4203, 23.7079, 0.0472, 0.0382, 0.1836
Si, 2.037, 5.7271, 23.7, -0.0088, 0.0366, 0.0319
Si, 5.8643, 5.7224, 23.9576, -0.0274, 0.1213, -0.0063
Si, 9.712, 5.6409, 23.871, 0.048, 0.0935, -0.0126
Si, 11.7274, 9.0226, 24.031, 0.0031, 0.0323, 0.0054
Si, 3.9437, 9.1384, 24.1965, 0.0085, 0.0209, 0.0307
Si, 7.8486, 9.085, 24.0198, 0.0005, 0.0058, 0.0387
Si, 1.9272, 12.4904, 23.7853, 0.0496, -0.0264, 0.0671
Si, 5.8546, 12.4638, 23.8969, -0.077, -0.1129, -0.0038
Si, 9.6372, 12.4739, 23.7642, 0.0837, -0.0608, -0.0212
Si, 11.6451, 2.2926, 26.1384, -0.0209, 0.0197, 0.0106
Si, 3.9272, 2.3024, 26.1323, 0.0175, 0.0264, -0.0235
Si, 7.7592, 2.3406, 25.8777, 0.0063, -0.0324, -0.1983
Si, 1.9831, 5.6344, 26.1369, 0.0011, -0.0246, -0.0143
Si, 5.8327, 5.6845, 26.2995, 0.0061, -0.0603, 0.0211
Si, 9.6951, 5.6364, 26.237, -0.0046, -0.0377, 0.0105
Si, 11.6698, 8.9725, 26.3566, 0.0006, -0.0152, -0.0197
Si, 3.8997, 9.0247, 26.4937, -0.0181, -0.0195, -0.026
Si, 7.7909, 9.004, 26.3529, 0.0101, 0.0139, -0.0058
Si, 1.941, 12.3832, 26.1857, -0.0269, -0.0075, 0.0114
Si, 5.8, 12.3483, 26.2537, 0.0313, 0.0274, 0.0078
Si, 9.6915, 12.3658, 26.1556, -0.0265, 0.0073, 0.0005
Si, 1.9811, 1.203, 26.9724, 0.0012, -0.0213, -0.0103
Si, 5.8789, 1.2198, 26.9255, 0.015, -0.0043, 0.0267
Si, 9.6486, 1.222, 26.8909, -0.0362, 0.0165, 0.018
Si, 11.6453, 4.5119, 26.9716, -0.0018, 0.0003, 0.0254
Si, 3.8988, 4.5112, 26.9848, -0.0053, -0.0079, 0.0226
Si, 7.7525, 4.4717, 26.9719, -0.0028, 0.0159, -0.0029
Si, 1.9738, 7.8138, 27.1, -0.0045, 0.0056, 0.0176
Si, 5.8557, 7.8866, 27.1447, 0.0093, 0.0235, -0.0113
Si, 9.7158, 7.8446, 27.0706, -0.0063, 0.0211, 0.0015
Si, 11.6148, 11.2448, 26.9956, 0.0319, 0.0036, -0.008
Si, 3.8622, 11.2863, 27.0925, -0.0186, 0.0008, -0.0071
Si, 7.766, 11.256, 27.0194, -0.004, 0.0095, 0.0285
Si, 1.9511, 1.1161, 29.355, 0.0017, 0.0416, 0.0113
Si, 5.8106, 1.1359, 29.3352, 0.0169, 0.0188, -0.0239
Si, 9.6386, 1.1406, 29.3071, 0.0301, 0.0035, -0.0308
Si, 0.0107, 4.4547, 29.3663, 0.0184, 0.0091, -0.0153
Si, 3.8743, 4.4485, 29.3572, 0.0086, 0.0128, -0.0103
Si, 7.7193, 4.4473, 29.3592, 0.0146, 0.0014, -0.0172
Si, 1.9444, 7.7828, 29.4499, 0.0109, -0.0122, 0.0211
Si, 5.8326, 7.8342, 29.4893, 0.0001, -0.0221, 0.0428
Si, 9.6823, 7.7974, 29.4158, 0.0173, -0.0185, 0.0293
Si, 0.0054, 11.177, 29.3585, -0.0201, 0.0239, 0.0153
Si, 3.8674, 11.2071, 29.4444, -0.0017, 0.0335, 0.0257
Si, 7.7574, 11.1861, 29.3783, 0.0036, 0.0377, 0.0044
Si, -0.0207, 0.0172, 0.2993, -0.0172, -0.0274, -0.0048
Si, 3.8858, 0.0282, 0.4128, 0.0002, -0.0294, 0.012
Si, 7.72, 0.0071, 0.3577, -0.032, -0.0413, 0.0083
Si, 1.9476, 3.3311, 0.3449, -0.0009, -0.0158, -0.0131
Si, 5.7915, 3.3337, 0.3943, -0.0245, -0.0118, 0.0069
Si, 9.6511, 3.3499, 0.3429, -0.017, 0.0072, -0.0049
Si, -0.0024, 6.6692, 0.3986, -0.0156, 0.007, -0.009
Si, 3.8925, 6.6617, 0.3793, -0.0111, -0.003, -0.0197
Si, 7.7577, 6.6661, 0.4005, -0.0019, 0.0135, -0.0026
Si, 1.9302, 10.0492, 0.3616, -0.0001, -0.019, -0.0366
Si, 5.8248, 10.0959, 0.4014, 0.0176, -0.0051, -0.018
Si, 9.6823, 10.0396, 0.3529, -0.0034, -0.0082, -0.021
Si, 11.5409, -0.0475, 2.668, 0.0037, 0.0007, 0.0114
Si, 3.8482, -0.0646, 2.8121, -0.0034, 0.0056, -0.0015
Si, 7.6634, -0.0932, 2.742, 0.0006, 0.01, 0.0043
Si, 1.9316, 3.262, 2.7039, 0.0053, -0.0023, 0.0095
Si, 5.7505, 3.2676, 2.7962, 0.0002, -0.0049, -0.0013
Si, 9.6002, 3.3041, 2.7195, -0.0072, -0.0108, 0.0142
Si, 11.5725, 6.6245, 2.7571, 0.0004, -0.0048, 0.0008
Si, 3.872, 6.6069, 2.7255, 0.0008, -0.0045, 0.0029
Si, 7.7442, 6.6279, 2.7704, -0.0031, -0.0048, -0.0027
Si, 1.9235, 9.9978, 2.7213, -0.0014, 0.0095, 0.0165
Si, 5.8283, 10.0454, 2.773, -0.0015, -0.0031, 0.004
Si, 9.6807, 9.9743, 2.717, -0.0033, -0.0018, 0.002
Si, 11.5521, 2.1928, 3.4065, 0.0035, 0.0078, -0.0033
Si, 3.813, 2.1298, 3.6497, -0.0021, 0.0023, -0.0032
Si, 7.6835, 2.1105, 3.5376, -0.0015, -0.0009, -0.0042
Si, 1.9102, 5.4865, 3.4608, -0.0055, 0.0025, 0.0004
Si, 5.8076, 5.5168, 3.562, -0.0012, 0.0087, 0.0032
Si, 9.6548, 5.5045, 3.6123, 0.0063, 0.0134, -0.0032
Si, 11.6121, 8.8644, 3.5397, -0.0049, -0.0116, 0.0015
Si, 3.8941, 8.8639, 3.4071, 0.0015, -0.0088, 0.0049
Si, 7.7481, 8.8714, 3.5357, 0.008, -0.006, 0.0079
Si, 1.8525, 12.2317, 3.5116, 0.006, 0.0045, 0.0022
Si, 5.76, 12.2194, 3.7439, -0.0003, 0.0057, -0.0079
Si, 9.6201, 12.1973, 3.4797, -0.0054, -0.0028, -0.0114
Si, 11.4787, 2.1535, 5.7317, 0.0056, 0.0022, 0.0069
Si, 3.7295, 2.027, 6.0738, 0.0047, 0.0009, 0.0029
Si, 7.6071, 1.9646, 5.9108, 0.0103, 0.004, 0.0043
Si, 1.881, 5.3987, 5.7961, 0.0011, 0.0049, -0.0026
Si, 5.8055, 5.4601, 5.9357, -0.0036, -0.0037, -0.0028
Si, 9.625, 5.4352, 6.0142, -0.0035, -0.0011, 0.0007
Si, 11.6371, 8.7886, 5.9201, 0.0072, 0.0145, -0.0013
Si, 3.9147, 8.7844, 5.7302, -0.001, 0.0086, -0.0013
Si, 7.7776, 8.8053, 5.9139, -0.0081, 0.0077, -0.0058
Si, 1.7775, 12.1577, 5.8907, -0.002, 0.0001, 0.001
Si, 5.7191, 12.116, 6.2494, 0.0083, -0.0023, 0.0007
Si, 9.5838, 12.1065, 5.8402, 0.0145, 0.0065, 0.0068
Si, 1.6309, 0.97, 6.7185, -0.0152, 0.0041, -0.0025
Si, 5.6713, 0.9818, 7.0112, -0.0082, 0.0166, 0.0089
Si, 9.636, 0.9331, 6.5763, -0.0091, 0, -0.0032
Si, 11.5772, 4.307, 6.713, 0.0028, -0.0097, 0.0081
Si, 3.8278, 4.3189, 6.5636, 0.0031, 0.0053, 0.0042
Si, 7.6932, 4.1726, 6.6251, 0, -0.0039, 0.0039
Si, 2.0293, 7.6229, 6.5042, 0.0011, -0.0198, 0.0017
Si, 5.8304, 7.7309, 6.6931, 0.0086, -0.0008, 0.0077
Si, 9.7189, 7.6984, 6.7307, 0.0002, -0.0084, 0.0096
Si, 11.4513, 10.9886, 6.7633, -0.0079, -0.005, 0.0038
Si, 3.6507, 10.9347, 6.6354, -0.0133, -0.0103, -0.0017
Si, 7.7603, 10.9723, 6.8536, -0.0042, -0.014, 0.0092
O, 9.9023, 7.8888, 8.3966, 0.0051, 0.0067, -0.0126
O, 9.9016, 0.8257, 8.2295, -0.0037, -0.0015, -0.0001
O, 1.0299, 0.9162, 8.3068, 0.0124, 0, 0.0028
O, 3.0703, 10.5666, 8.1531, 0.0076, 0.0054, -0.0059
O, 5.8184, 7.8931, 8.363, -0.0074, -0.004, -0.0088
O, 5.6112, 1.178, 8.7018, -0.0003, -0.0031, -0.0145
O, 3.7761, 4.3391, 8.2135, -0.0045, -0.004, -0.0041
O, 7.6423, 3.7275, 8.2529, 0.0024, -0.0052, 0.001
O, 0.0581, 4.2649, 8.3901, -0.0003, 0.0074, -0.0093
O, 11.1532, 10.9489, 8.4198, 0.0021, -0.0017, -0.0085
O, 8.1264, 10.7671, 8.4955, 0.0014, 0.0018, -0.011
O, 2.3643, 7.4771, 8.1134, -0.0045, 0.0085, -0.0062
O, 11.4272, 0.2056, 21.2299, -0.0145, -0.0248, -0.0045
O, 9.6523, 3.553, 21.3939, 0.0209, -0.0071, 0.1037
O, 4.1421, 7.5612, 21.6149, 0.0063, 0.0088, 0.0059
O, 6.099, 4.0712, 21.4228, -0.0145, -0.0091, 0.0442
O, 5.7387, 9.7807, 21.6706, 0.0108, 0.0154, -0.0057
O, 2.1429, 3.3832, 21.2165, -0.0112, 0.0264, 0.0161
O, 7.3801, 13.5993, 21.5161, 0.1247, -0.1028, -0.0298
O, 4.0189, 0.1365, 21.3645, 0.0074, 0.0078, -0.0337
O, 7.7329, 6.9746, 21.5954, 0.0007, 0.0028, -0.0888
O, 2.1229, 10.1595, 21.6141, -0.0072, -0.0053, 0.0165
O, 11.5516, 7.011, 21.4287, -0.0065, 0.0163, -0.0089
O, 10.1558, 9.6784, 21.6569, -0.0258, 0.0635, -0.0312
Si, 11.5856, 6.4463, 11.3012, 0.0008, -0.0013, -0.0176
Si, 1.5623, 10.3475, 16.2699, 0.0024, -0.0047, 0.0442
Si, 0.231, 3.6839, 9.9052, 0.0035, 0.0022, -0.0194
Si, 8.0748, 12.9144, 20.222, -0.0869, -0.0531, 0.0211
Si, 2.8384, 10.4615, 9.7482, 0.0006, 0.0023, -0.0079
Si, 2.5607, 10.39, 20.0747, 0.0049, -0.0106, 0.0052
Si, 10.2993, 3.689, 19.9082, 0.0484, 0.0399, 0.0145
Si, 0.2564, 12.7975, 17.1056, 0.006, -0.007, 0.0087
Si, 10.8226, 0.7071, 19.7885, 0.0408, -0.0042, 0.021
Si, 3.1729, 7.7272, 16.2673, 0.0026, 0.0136, 0.031
Si, 0.3102, 6.4834, 19.9377, 0.008, 0.0075, 0.0418
Si, 9.384, 2.5174, 14.2986, 0.0019, -0.0041, 0.0115
Si, 2.9112, 2.5342, 11.0347, 0.0022, -0.0032, -0.0203
Si, 5.1344, 11.9763, 15.3741, -0.001, -0.0031, 0.0147
Si, 4.9356, 8.6946, 20.736, -0.0034, 0.0029, 0.0142
Si, 3.6098, -0.4007, 11.2917, -0.0101, -0.0001, -0.0127
Si, 5.5871, 8.8809, 14.8108, 0.0012, 0.0011, 0.0158
Si, -0.1675, 11.3143, 9.9934, -0.0067, -0.0048, -0.013
Si, 9.4312, 10.0536, 20.2493, 0.0036, -0.0422, 0.0227
Si, 3.4451, 0.0447, 19.8433, 0.0116, -0.0155, 0.0329
Si, 7.4691, 4.6964, 9.5417, -0.0001, 0.0044, -0.0128
Si, 2.3722, 12.3423, 14.1745, 0.0008, -0.003, 0.0137
Si, 6.1861, 0.5854, 10.1363, 0.0086, -0.003, -0.0031
Si, 2.8042, 2.8952, 19.7921, 0.0025, 0.0226, 0.0364
Si, 5.7152, 4.4418, 13.6518, 0.0004, 0.0047, 0.0066
Si, 7.4723, 0.2078, 15.6123, 0.0031, -0.0089, 0.0157
Si, 9.6152, 11.3428, 15.2086, -0.0031, -0.0011, 0.0225
Si, 1.9933, 6.5553, 13.5642, 0.0061, -0.0003, 0.0051
Si, 2.8434, 3.5163, 14.01, -0.0002, -0.0012, 0.0094
Si, 11.6786, 9.1712, 18.4429, 0.0068, -0.0072, 0.0466
Si, 11.229, 0.8726, 9.1867, 0.0008, -0.0009, -0.0096
Si, 9.1301, 7.3161, 9.7123, -0.0073, -0.0092, -0.0128
Si, 8.6787, 8.5557, 14.5802, -0.004, 0.0028, 0.0155
Si, 4.775, 7.1611, 12.3558, -0.0006, 0.0018, 0.0028
Si, 2.9947, 5.6149, 18.8096, -0.0018, 0.001, 0.0406
Si, 2.5372, 7.4005, 9.7089, -0.0006, -0.0055, -0.016
Si, 6.2649, 8.4204, 9.8399, 0.0044, 0.0035, -0.0119
Si, 4.3328, 4.7602, 9.6602, 0.0057, -0.0034, -0.0155
Si, 9.3585, 10.4941, 12.2779, 0.0007, -0.0074, -0.0001
Si, 5.9389, 13.0331, 17.9884, 0.0025, -0.0052, 0.0531
Si, 7.966, 4.9508, 18.3843, 0.0069, 0.0276, 0.0284
Si, 8.3029, 5.4042, 15.2119, 0.0017, -0.0045, 0.0349
Si, 7.3306, 11.0686, 9.9082, 0.0039, 0.0041, -0.0068
Si, 5.4153, 4.1704, 19.9439, -0.0453, 0.0316, 0.0169
Si, 0.7845, 1.4798, 15.0406, 0, -0.002, 0.0124
Si, 7.5448, 7.5514, 20.0962, 0.0012, -0.0104, 0.0847
Si, 7.6454, 2.7824, 11.8625, 0.0009, 0.0026, -0.0117
O, 3.4546, 6.0812, 10.1029, 0.0001, 0.0013, 0.0133
O, 1.9449, 2.6489, 15.0724, 0.0031, 0.0022, -0.0103
O, -0.3634, 12.9441, 10.1614, 0.0024, 0.006, 0.0113
O, 8.3386, 8.9373, 19.8484, 0.029, 0.0175, 0.0088
O, 2.4113, 1.3118, 19.5351, 0.0094, -0.0066, -0.0167
O, 8.1306, 5.2974, 16.8094, -0.0026, -0.0055, 0.0341
O, 2.7206, 11.9787, 19.7143, 0.001, 0.013, -0.014
O, 7.163, 8.7669, 15.1384, -0.0009, -0.0013, -0.0112
O, 1.286, 0.1729, 14.178, 0.0009, 0.0012, -0.0002
O, 4.4102, 3.8091, 14.4465, 0.0014, 0.0011, -0.0068
O, 4.2459, 3.4087, 10.6122, 0.001, 0.0052, 0.012
O, 10.9518, 2.07, 14.4882, -0.0001, 0.0003, -0.0016
O, 11.3938, 4.8387, 10.9852, -0.0006, -0.0048, 0.0126
O, 10.8472, 12.0194, 16.0487, 0.0056, 0.0007, -0.0095
O, 8.9346, 6.905, 14.7751, 0.0034, -0.0062, -0.0051
O, 1.7856, 3.3477, 10.21, -0.0088, 0.0012, 0.0169
O, 8.4707, 5.922, 9.2188, 0.0014, -0.002, 0.0152
O, 11.1347, 2.3092, 19.5537, -0.0164, -0.0109, -0.0126
O, 5.4075, 7.6119, 10.9368, 0.0069, 0.0073, 0.0017
O, 11.3993, 7.5908, 18.8157, -0.0043, -0.0036, -0.0153
O, 7.8719, 8.2515, 10.1501, -0.0008, -0.0004, 0.0127
O, 10.1395, 7.1481, 10.9859, -0.0029, 0.0021, 0.0091
O, 9.2197, 4.1071, 14.7326, -0.0077, 0.0073, 0.001
O, 8.8004, 11.5068, 20.5756, -0.0539, 0.0552, -0.0666
O, 10.5778, 10.519, 11.1628, 0.0075, 0.0032, 0.0029
O, 8.3636, 12.2348, 15.7647, -0.0031, 0.0033, -0.0136
O, 4.4476, 2.8572, 19.8501, 0.0306, 0.0079, -0.0268
O, 4.6196, 0.2194, 18.7204, 0.0177, -0.0095, -0.005
O, 10.4578, 10.108, 18.983, -0.0254, -0.0002, 0.007
O, 6.7964, 0.6857, 17.0399, -0.0062, -0.0119, 0.0004
O, 0.5196, 6.743, 12.8387, -0.0051, -0.001, -0.0027
O, 1.0554, 7.1403, 10.3066, 0.0085, 0.0037, 0.0097
O, 3.1409, 7.186, 12.5695, 0.0051, 0, 0.0043
O, 3.9377, 9.559, 19.7797, 0.0007, 0.0045, -0.0124
O, 6.792, 5.1958, 14.6122, -0.0019, -0.0035, -0.008
O, 0.5828, 0.9068, 16.5513, 0.0001, -0.0023, -0.0083
O, 1.5498, 11.7726, 17.1149, -0.0022, 0.0046, -0.0216
O, 5.3945, 8.2903, 13.3238, -0.0059, -0.0056, -0.0016
O, 2.9804, 12.3641, 12.6578, 0.0089, 0.0032, -0.0073
O, 6.4278, 3.1928, 12.8792, 0.0051, -0.0034, 0.005
O, 2.7839, 9.2963, 16.6028, 0.0016, -0.0004, -0.0213
O, 5.9871, 7.9082, 19.7692, 0.0095, -0.0033, -0.011
O, 1.9308, 6.3766, 19.7782, -0.0073, 0.0008, -0.0212
O, 1.4304, 9.6892, 19.1614, 0.0046, 0.0026, -0.015
O, 9.4879, 9.7108, 15.4695, 0.0003, -0.0047, -0.0119
O, 3.1036, 8.8886, 10.1854, -0.0018, 0.0029, 0.0135
O, 8.9853, 9.0376, 13.0118, 0.0028, 0.0096, -0.0055
O, 2.1697, 7.2645, 15.0321, -0.0064, -0.0048, -0.0147
O, 9.1253, 3.8903, 18.7977, -0.0024, 0.0183, -0.0172
O, 4.741, 7.9004, 15.818, 0.0038, -0.0001, -0.0188
O, 7.2486, 1.5868, 10.8437, -0.0089, -0.0101, 0.0073
O, 8.111, 6.3994, 19.1097, -0.0022, -0.0596, -0.0401
O, 5.913, 5.1614, 9.6351, -0.0009, 0.0003, 0.0153
O, 6.9564, -0.8956, 19.1215, 0.0696, 0.0372, 0.0333
O, 11.0586, 2.2478, 10.0815, 0.0009, -0.0063, 0.0105
O, 8.9733, 2.3846, 12.7195, -0.0058, 0.0008, 0.0004
O, 9.7081, 11.5035, 13.5506, 0.0018, -0.0014, -0.0078
O, 6.5501, 4.2301, 18.7687, -0.0011, 0.0061, -0.0051
O, 6.0454, 10.0414, 9.9538, 0.0015, -0.0029, 0.0137
O, 1.3513, 10.8347, 10.2768, 0.0012, -0.0002, 0.013
O, 5.1622, 10.4604, 14.7661, 0.0023, -0.0058, -0.0059
O, 1.6945, 10.8927, 14.6827, 0.0003, 0.0059, -0.0103
O, 11.3855, 13.0852, 18.6299, -0.0114, 0.0217, 0.0013
O, 5.4575, 11.8357, 16.9741, 0.0014, 0.0094, 0.0008
O, 8.0944, 10.9782, 11.3563, -0.0117, 0.0023, -0.0029
O, 11.2616, 5.0043, 19.7351, -0.0108, -0.0116, -0.0201
O, 8.3653, 1.4759, 15.087, 0.0008, 0.0037, -0.0085
O, 2.4525, 4.0402, 18.6264, 0.0028, -0.0036, -0.0209
O, 3.7518, 11.6859, 10.3324, -0.0047, -0.0098, 0.01
O, 9.1942, 0.5709, 19.6803, -0.0391, -0.0307, 0.0133
O, 2.7847, 2.6333, 12.6476, 0.0003, -0.0041, -0.004
O, 3.6478, 12.6176, 15.1597, -0.006, 0.0008, -0.0121
O, 7.9983, 4.0727, 10.938, -0.0011, 0.0043, 0.0041
O, 5.1152, 0.2444, 11.335, 0.0067, 0.0028, 0.0067
O, 4.4228, 5.4619, 19.6076, 0.0154, -0.0132, -0.0259
O, 6.2025, 13.0509, 14.6933, 0.0007, 0.0064, 0.0036
O, 3.1045, 6.562, 17.4404, -0.0002, -0.0078, -0.0137
O, 2.7813, 0.919, 10.7188, 0.0009, -0.001, 0.0161
O, 0.2769, 9.4469, 16.8224, -0.0027, 0.0009, -0.013
O, 5.2206, 5.6104, 12.6213, 0.0001, 0.0033, 0.007
O, 2.1375, 4.9525, 13.7683, -0.0021, 0.0014, -0.0022
O, 6.898, 12.6045, 9.7096, -0.0013, -0.0014, 0.0124

Results
free energy: -165959.109 eV
free energy less fixed offsets of B -154.04, O -568.88, Si -635.61 eV per atom: 7.471 eV

The program warned: the cutoff lies below the one the program advises for these potential files; the forces do not sum to zero within the program's tolerance; the exchange-correlation potential is rough where the density is thin.
